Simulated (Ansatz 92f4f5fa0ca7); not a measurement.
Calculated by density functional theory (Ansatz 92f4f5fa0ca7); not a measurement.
Periodic cell of 215 atoms, Si132O82B1, from a study of silicon, its oxide and their interface. The atomic structure is a simulated model.
Doubt: the cutoff is far below the 930 eV that the study's wrapper takes by default for these files, so forces and energies are approximate.
This geometry differs little from another in the collection (a relaxation step or a small displacement).

Settings: functional PBE; potential files Ansatz PAW; basis plane waves; wave-function cutoff 580 eV; density cutoff ratio 5; exchange-correlation grid ratio 1; k mesh 1 x 1 x 1, Gamma-centred; self-consistency stop 5e-08 eV per atom in the density residual; occupations fixed; spin none; net charge -1 e, with a uniform compensating background and no finite-size correction.

Cell vectors (angstrom)
a 10.938 0 0
b 0 10.938 0
c 0 0 31.5432

Atoms: element, x, y, z (angstrom)
Si 10.4233 0.5671 24.3961
Si 6.0479 10.5054 24.1781
Si 2.1376 3.2548 24.1155
Si 8.6958 2.2416 24.3622
Si 0.501 5.0512 24.1936
Si 5.0614 5.9178 24.2526
Si 3.4112 7.6649 24.219
Si 7.8319 8.8319 24.0215
Si 1.3507 1.4747 25.4696
Si 6.9383 1.253 25.5737
Si 4.0377 4.1028 25.3445
Si 9.6588 4.0983 25.4377
Si 1.4909 6.8275 25.3807
Si 6.8836 7.0033 25.3211
Si 4.2856 9.5183 25.4251
Si 9.4752 9.6625 25.5118
Si 2.7976 0.0052 26.6534
Si 8.0548 -0.1931 27.1078
Si -0.0108 2.7395 26.9277
Si 5.4523 2.7186 26.6746
Si 2.7788 5.4642 26.8468
Si 8.2251 5.5379 26.6405
Si 0.0217 8.2162 26.6586
Si 5.707 8.3579 26.9725
Si 4.166 1.3121 28.0885
Si 9.5352 1.3112 28.2206
Si 1.3893 4.1176 28.2297
Si 6.8353 4.1349 28.0204
Si 4.2075 6.8729 28.1308
Si 9.5486 6.9018 28.0668
Si 1.3933 9.5906 28.0415
B 6.8671 9.5521 28.2256
Si 0.0393 -0.0197 29.5164
Si 5.6149 -0.1525 29.3336
Si 2.7899 2.688 29.5036
Si 8.1729 2.7616 29.4652
Si -0.0348 5.5247 29.4776
Si 5.5061 5.4601 29.4957
Si 2.7589 8.2171 29.4369
Si 8.091 8.327 29.3669
Si 1.3966 1.3569 30.882
Si 6.8026 1.3332 30.7704
Si 4.1281 4.0862 30.863
Si 9.5507 4.1239 30.8195
Si 1.3715 6.8644 30.8084
Si 6.8805 6.8582 30.8255
Si 4.1417 9.593 30.7761
Si 9.5544 9.5378 30.825
Si 2.776 -0.034 0.6656
Si 8.1823 0.009 0.626
Si -0.0288 2.7515 0.6483
Si 5.4834 2.6831 0.6601
Si 2.7122 5.4803 0.6402
Si 8.2134 5.462 0.6762
Si 0.0081 8.1849 0.6629
Si 5.4614 8.2118 0.6313
Si 4.1206 1.3308 2.0457
Si 9.5234 1.3788 2.0005
Si 1.3209 4.1336 2.0219
Si 6.8523 4.0522 2.0251
Si 4.0743 6.8632 1.9945
Si 9.6033 6.8019 2.0413
Si 1.3845 9.5472 2.0299
Si 6.8244 9.574 2.0228
Si -0.046 -0.0097 3.3052
Si 5.4707 -0.0249 3.4716
Si 2.6914 2.7199 3.3079
Si 8.1889 2.6908 3.474
Si -0.0202 5.4618 3.5049
Si 5.4473 5.4645 3.2831
Si 2.737 8.1919 3.4603
Si 8.2227 8.1843 3.3444
Si 1.2879 1.364 4.6508
Si 6.8403 1.3024 4.8943
Si 4.0606 4.1133 4.6174
Si 9.5294 4.0601 4.8798
Si 1.3545 6.867 4.8763
Si 6.8316 6.7945 4.6518
Si 4.1013 9.5562 4.8706
Si 9.5742 9.5647 4.7187
Si 2.6145 0.0376 6.0885
Si 8.2282 -0.1349 6.2477
Si -0.0235 2.6471 6.1829
Si 5.3739 2.7646 6.0545
Si 2.7495 5.4264 6.1179
Si 8.0885 5.4369 6.1605
Si -0.0079 8.2941 6.2163
Si 5.5617 8.1411 6.1319
Si 3.4718 1.9372 7.1593
Si 10.0199 0.8278 7.4549
Si 1.7714 3.6541 7.332
Si 6.2033 4.5242 7.367
Si 4.6319 6.3041 7.2402
Si 9.1563 7.1885 7.3061
Si 0.8879 10.1544 7.5048
Si 7.4057 8.8859 7.4689
O 4.5526 6.6001 8.8724
O 1.4044 3.9781 8.9326
O 9.7312 6.5458 8.7338
O 1.297 10.1065 9.1445
O 6.0683 4.2225 9.0154
O 3.7025 1.6212 8.7573
O 7.1301 8.9665 9.1262
O 9.6468 1.0818 9.0623
O 8.1979 2.5013 22.7981
O 10.9843 5.5297 22.6628
O 5.6145 0.1065 22.6672
O 5.3175 5.4446 22.6734
O 2.173 2.8208 22.5002
O 3.3559 7.9046 22.5602
O 8.3889 8.7292 22.4332
O -0.1899 11.1813 22.8063
Si 2.1499 2.9627 12.8926
Si 8.682 1.3111 10.3466
Si 1.0615 4.4926 15.3589
Si 7.5395 5.5811 12.2004
Si 2.4348 8.1864 21.2579
Si 5.4142 7.7962 12.4601
Si 9.2709 0.4502 15.5022
Si 2.9188 -0.0475 16.6827
Si 10.4617 1.1523 12.6054
Si 7.7577 2.8215 21.284
Si 9.1335 8.7779 14.4567
Si 1.4717 4.77 10.352
Si 4.4902 9.4766 19.1651
Si 11.0904 6.0985 21.147
Si 6.6188 10.4423 14.852
Si 5.3886 0.7313 21.1974
Si 2.3391 9.8107 10.3729
Si 0.4204 10.6333 21.4287
Si 5.854 5.2617 21.1675
Si 3.6375 7.0826 10.0997
Si 9.0402 5.6804 14.8484
Si 3.6589 4.0871 19.1242
Si 10.032 3.6645 19.361
Si 4.2582 8.6639 15.3614
Si 0.4507 1.9146 17.1847
Si 6.805 7.5329 19.2649
Si 5.257 3.6212 16.7624
Si 7.79 5.0103 17.548
Si 6.6592 9.9257 10.3561
Si 4.374 1.0581 10.0927
Si -0.0335 9.0815 11.9001
Si 9.1112 8.6302 20.9672
Si 4.5514 1.6637 14.596
Si 2.4438 2.0894 21.0757
Si 6.3244 3.3464 10.3616
Si 3.431 5.9108 16.7451
Si 9.8773 6.531 10.3427
O 0.1071 2.6172 18.6118
O 2.9298 9.6319 15.5945
O 10.8793 4.817 20.1506
O 7.5797 2.4162 9.9346
O 10.9205 5.3341 10.7892
O 6.5941 6.7431 12.8604
O 10.3257 8.052 10.7792
O 7.6688 9.4549 13.9987
O 8.418 6.2095 10.9858
O 5.3643 10.4818 20.0907
O 2.1563 3.7322 11.4382
O 7.991 8.5383 19.7713
O 6.2185 6.7231 20.5537
O 5.5056 2.7119 15.4286
O 1.2862 0.9413 20.7512
O 6.0514 9.0608 11.6147
O 4.6165 4.9822 16.1228
O 6.5983 3.9038 17.6468
O 10.5122 10.6574 11.8246
O 5.5812 0.4969 14.0049
O 8.035 5.0829 15.9519
O 9.7414 9.8117 15.5763
O -0.3944 5.1518 15.1234
O 1.5988 6.828 20.8606
O 1.5054 0.6374 17.1977
O 6.595 1.7686 20.8138
O 1.0108 1.7807 12.8369
O 3.2462 5.4957 18.3377
O 9.5307 2.0059 11.5747
O 1.0043 3.1001 16.2065
O 8.5647 5.1349 13.3893
O 10.2797 8.5641 13.3101
O 1.4501 9.404 21.6897
O 10.0793 9.9391 20.6273
O 3.1758 0.2143 10.8657
O 5.0726 2.363 10.8237
O 1.736 4.1371 13.9305
O 7.915 10.8697 10.8338
O 9.1293 4.4579 18.2617
O 5.6419 9.4869 15.773
O 5.5261 -0.0267 9.7354
O 3.5887 2.3018 13.4086
O 1.9777 5.6385 16.0602
O 9.7074 1.0531 14.0445
O 4.4 6.9452 11.5217
O 4.743 4.5026 20.2551
O 9.9577 1.3292 16.6597
O 6.6609 4.3218 11.6373
O 5.592 8.4042 18.5929
O 9.0827 2.7504 20.326
O 3.6055 1.1275 15.8022
O 4.2216 3.0822 17.9306
O 9.9428 7.2251 20.8989
O 3.345 8.6607 9.8146
O 3.933 7.4172 16.3685
O 7.6368 0.4725 15.7074
O 8.9189 7.2948 15.0465
O 3.9269 1.4334 21.1392
O 1.5918 9.1464 11.6891
O 2.319 6.1501 10.1892
O 7.3549 6.4626 18.152
O 7.2079 4.3541 21.1587
O 4.5476 8.2448 13.7907
O 3.3457 8.65 19.9875
O 2.4875 3.2377 19.8882
O 3.7428 10.3502 17.9905

Results
free energy: -130700.331 eV
free energy less fixed offsets of B -154.04, O -568.88, Si -635.61 eV per atom: 2.389 eV

Forces (eV/angstrom), in the order of the atoms: element, x, y, z
Si 0.0008 0.0338 0.0176
Si 0.0088 -0.0097 0.0243
Si -0.0102 0.0101 0.0268
Si 0.0289 -0.0019 0.017
Si 0.0095 -0.0101 0.0222
Si -0.007 0.0064 0.0207
Si -0.0025 -0.0156 0.0207
Si -0.0127 0.0004 0.0285
Si 0.0026 -0.0011 0.0072
Si -0.0116 -0.0166 0.0385
Si -0.0016 -0.004 0.0059
Si -0.0014 0.0029 0.008
Si -0.0046 -0.0019 0.0043
Si 0.0008 0.0082 0.0174
Si 0.0076 0.0012 0.0184
Si -0.0245 -0.0086 0.0427
Si -0.0098 0.0039 -0.0167
Si 0.2132 0.2092 -0.2068
Si 0.0028 0.0023 -0.0126
Si -0.0045 0.0051 -0.0135
Si -0.0008 -0.0004 -0.008
Si 0.0057 -0.0103 -0.0181
Si 0.0121 -0.0014 -0.0144
Si 0.0533 0.0466 -0.0056
Si 0.0055 -0.0004 0.011
Si -0.0239 -0.0289 -0.0154
Si 0.0011 -0.0053 -0.0247
Si 0.0039 -0.0045 0.0152
Si -0.0036 0.0084 0.0147
Si -0.0088 0.0049 0.016
Si -0.0043 0.0047 0.0142
B -0.2587 -0.2463 0.2155
Si 0.0136 -0.0102 -0.0018
Si 0.0534 -0.0172 -0.0506
Si 0.0037 -0.0042 0.0069
Si -0.0137 0.0147 -0.0057
Si -0.003 0.0033 0.0054
Si 0.0032 -0.0104 -0.0004
Si -0.0021 -0.0017 -0.0091
Si -0.0116 0.0492 -0.0459
Si -0.004 0.0012 0.0011
Si -0.005 0.0038 0.0025
Si -0.0011 0.0061 0.0004
Si 0.0015 -0.0055 0.0014
Si 0.0056 0.0008 0.0026
Si -0.0071 0.0021 -0.0022
Si -0.0032 -0.0085 0.001
Si -0.0003 -0.0056 0.0003
Si 0.0012 0.0055 -0.001
Si 0.0009 -0.0045 -0.0004
Si 0.0042 0.0026 -0.0025
Si 0.0023 0.0004 -0.0006
Si -0.0017 -0.0034 -0.0035
Si 0.0026 0.0003 -0.0002
Si 0.0009 0.0044 0.0001
Si 0.0004 -0.0031 0.0021
Si 0 0.0013 0.0001
Si -0.0097 0.0087 -0.0061
Si -0.0084 0.0082 0.0009
Si 0.0027 -0.0061 -0.0047
Si -0.0087 0.0084 -0.0081
Si 0.0099 -0.0081 0.0008
Si 0.0013 -0.008 -0.0038
Si 0.0021 0.0019 0.0016
Si 0.0213 0.0019 0.0424
Si 0.0011 -0.0014 -0.0119
Si 0.0047 0.0001 0.0468
Si 0.0044 0.0096 -0.0128
Si 0.0046 -0.004 -0.0197
Si 0.0012 -0.0109 0.0538
Si -0.0017 -0.0007 -0.0105
Si -0.0171 0.0026 0.0223
Si -0.0013 0.0031 -0.0186
Si -0.0057 0.0004 0.015
Si -0.0024 -0.0005 -0.0244
Si -0.003 -0.0049 0.0185
Si 0.0037 0.0006 0.0162
Si 0.0013 -0.0023 -0.0191
Si -0.0023 0.0014 0.0159
Si 0.0017 -0.0019 -0.0116
Si -0.002 -0.0043 -0.0088
Si 0.0009 0.002 -0.0005
Si 0.0049 0.0003 -0.0062
Si 0.0038 0.0028 -0.0099
Si 0.0007 -0.004 -0.0055
Si -0.0012 -0.0013 -0.0054
Si 0.0017 0.0011 -0.0028
Si 0.0015 0.0013 -0.0037
Si -0.0172 0.018 -0.0213
Si 0.0068 -0.0051 -0.024
Si 0.0063 -0.0086 -0.0276
Si -0.0039 0.0101 -0.0246
Si 0.0061 -0.012 -0.0242
Si -0.0081 0.0079 -0.021
Si -0.0085 0.0034 -0.0255
Si 0.0066 -0.0056 -0.0244
O -0.0107 0.0096 0.0294
O -0.0035 0.0105 0.0338
O 0.0064 -0.0055 0.0277
O 0.0139 -0.0046 0.0318
O 0.0024 -0.0133 0.034
O 0.011 -0.009 0.0254
O -0.0075 0.0098 0.0303
O -0.0132 0.0057 0.0302
O -0.0116 0.0053 -0.0283
O -0.0052 0.0116 -0.0335
O -0.0103 0.0127 -0.0384
O 0.0095 -0.0089 -0.0389
O 0.0064 -0.0147 -0.0406
O -0.0092 0.0093 -0.0358
O 0.0134 -0.0046 -0.0411
O 0.0082 -0.0128 -0.029
Si -0.0013 0.0026 -0.0105
Si 0.007 -0.0025 -0.0243
Si 0.0017 -0.0018 0.0003
Si -0.0017 -0.0019 -0.0107
Si 0.0054 -0.0043 0.0267
Si -0.0007 -0.0006 -0.0106
Si 0.0028 0.0028 -0.0002
Si 0.0035 -0.0017 0.0111
Si -0.0026 0.0005 -0.0087
Si -0.0031 -0.0072 0.0261
Si 0.0031 -0.0012 -0.0031
Si -0.0017 -0.0052 -0.0271
Si 0.0024 -0.0002 0.0188
Si -0.0009 0 0.0292
Si -0.0005 -0.0014 0.0006
Si 0.0053 -0.0043 0.0289
Si -0.0088 0.0031 -0.0197
Si -0.0071 0.0021 0.0184
Si -0.0037 0.0021 0.0344
Si 0.0076 -0.0073 -0.0212
Si -0.0033 -0.0021 -0.002
Si -0.0006 -0.0041 0.0212
Si 0.0001 0.0031 0.0182
Si -0.0002 -0.0017 0.0001
Si -0.001 0.0027 0.0112
Si 0.0036 0.0051 0.0162
Si -0.0015 -0.0005 0.0074
Si 0.0029 0.0046 0.0103
Si 0.0055 -0.007 -0.0198
Si -0.007 0.006 -0.0179
Si 0.0042 -0.0025 -0.0108
Si -0.005 0.0032 0.0283
Si -0.0026 0.0016 -0.0008
Si -0.0037 0.0039 0.0314
Si -0.0012 0.0093 -0.024
Si 0.0012 -0.0018 0.0088
Si 0.0014 -0.0029 -0.0245
O 0.0038 -0.0052 -0.0093
O -0.0005 -0.0005 -0.0029
O -0.0039 -0.0102 -0.0119
O 0.0004 0.0002 0.0059
O -0.0017 0.0005 0.0062
O 0.0003 0.0008 0.0026
O 0.0022 0.0067 0.0075
O -0.0004 0.0007 0.0004
O -0.0057 -0.002 0.0081
O -0.0036 -0.0088 -0.0129
O 0.0034 -0.0073 0.0125
O -0.0087 -0.004 -0.0117
O 0.0025 0.0053 -0.0107
O -0.0003 -0.001 -0.0016
O 0 0.0008 -0.0065
O -0.0036 -0.0035 0.0081
O 0.0007 0.0006 -0.0029
O -0.0018 -0.0014 -0.0028
O -0.0013 0.0008 0.0035
O 0.0009 -0.0003 -0.0003
O 0.001 0.0001 -0.0041
O -0.0005 -0.0004 0.0003
O 0.0007 0.0002 -0.0003
O 0.001 -0.0005 -0.0066
O 0.0005 -0.0003 -0.0025
O 0.0015 0.0021 -0.0072
O 0.0009 -0.0005 0.0017
O -0.0005 0.0035 -0.0092
O 0.0047 0.0006 0.0089
O 0.0003 0.0022 -0.0029
O 0.0027 0.0003 0.0052
O -0.004 0.0004 0.0062
O 0.0014 -0.0007 -0.0045
O 0.0002 0.0009 -0.0064
O -0.0005 0.0007 0.0061
O -0.0014 -0.002 0.0051
O -0.0012 0.0016 0.0034
O -0.0007 0.0008 0.0059
O -0.0056 0.0027 -0.0079
O 0.0013 0.001 -0.0008
O 0.0004 0.0001 0.0004
O 0.0022 -0.0014 0.0028
O -0.0019 0 -0.0023
O -0.0017 -0.001 0.0051
O 0.004 0.0022 0.0096
O -0.0085 -0.0037 -0.014
O -0.0025 -0.0023 -0.0026
O 0.0023 0.0044 0.008
O -0.0008 -0.0008 -0.0062
O 0.0093 0.003 -0.0111
O 0.0011 0.0001 -0.0022
O 0.0039 0.0006 -0.009
O 0.0004 -0.0016 -0.0058
O 0.0002 0.0013 0.0047
O -0.0005 0.0007 -0.0025
O -0.0006 -0.0008 -0.0005
O 0.0001 0.0007 0.0006
O -0.0019 0.0014 -0.0068
O -0.0037 -0.0018 0.0066
O -0.001 0.0022 0.0062
O 0.0021 -0.0082 -0.008
O 0.001 0.0034 -0.007
O -0.0022 0.0016 0.0052
O 0.0069 0.0045 -0.0123
O 0.0041 0.0084 -0.0135
O -0.0062 0.0048 -0.0121

The program warned: the cutoff lies below the one the program advises for these potential files; the exchange-correlation potential is rough where the density is thin.
